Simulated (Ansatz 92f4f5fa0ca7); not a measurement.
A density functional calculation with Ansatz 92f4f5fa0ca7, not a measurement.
Periodic cell of 264 atoms, Si152O112, from a study of silicon, its oxide and their interface. The atomic structure is a simulated model.

Settings: functional r2SCAN; potential files Ansatz norm-conserving; basis plane waves; wave-function cutoff 1300 eV; density cutoff ratio 4; exchange-correlation grid ratio 1; k mesh 2 x 2 x 1, shifted by 0.5 0.5 0.5 of a step; self-consistency stop 5e-08 eV per atom in the density residual; occupations Fermi-Dirac, 0.05 eV; spin none; net charge 0.

Cell vectors (angstrom)
a 10.888 0 0
b 0 10.888 0
c 0 0 37.1242

Atoms and the computed forces on them: element, x, y, z (angstrom), force x, y, z (eV/angstrom)
Si -0.3061 0.2831 0.061 -0.0367 0.0319 0.1329
Si 2.8675 2.5074 0.1145 0.0065 0.0356 0.1085
Si -0.2209 5.7315 0.0238 0.0151 -0.0279 0.151
Si 3.2248 8.0023 0.0718 0.0082 -0.0266 0.1169
Si 5.2304 0.3101 0.1811 0.0303 0.0357 0.105
Si 8.4956 2.6255 -0.0413 0.0028 -0.0329 0.119
Si 5.2602 5.604 -0.0247 -0.0268 -0.0124 0.1109
Si 8.3815 7.9767 0.1533 0.0259 -0.0195 0.0986
Si 1.3085 1.3473 1.4043 -0.0133 0.0113 -0.0141
Si 4.0434 4.1363 1.3345 -0.0211 0.0192 -0.0067
Si 1.4576 6.8873 1.2286 0.024 0.0027 -0.015
Si 4.2131 9.5415 1.4948 -0.0143 -0.016 -0.0082
Si 6.8943 1.4792 1.3091 0.0165 -0.0129 -0.0209
Si 9.6111 4.1132 1.3729 0.0107 -0.0068 -0.0169
Si 6.8024 6.7565 1.3714 -0.0009 0.015 -0.0184
Si 9.4805 9.6109 1.4012 -0.0056 0.0278 -0.0121
Si 0.0368 2.7613 2.771 -0.0025 0.0039 0.018
Si 2.703 -0.0258 2.7442 0.0041 -0.0052 0.01
Si 0.0587 8.2161 2.6473 -0.0179 -0.0101 0.0049
Si 2.7102 5.5071 2.6937 0.0049 -0.0126 0.0026
Si 5.4645 2.7849 2.6736 -0.0118 -0.0101 0.0229
Si 8.1411 0.0717 2.7482 -0.0071 0.007 0.0197
Si 5.5398 8.1547 2.8041 -0.0103 0.0009 0.0116
Si 8.1763 5.4155 2.7253 0.0057 -0.0114 0.0244
Si 1.3949 4.1329 4.0955 -0.0062 -0.003 -0.0123
Si 4.1031 1.3834 4.034 0.0087 0.0033 0.0105
Si 1.3584 9.5184 4.1104 0.0129 0.0114 -0.0055
Si 4.0905 6.8153 4.0906 -0.004 0.0008 0.0084
Si 6.8038 4.0866 4.0995 -0.0013 0.0079 -0.005
Si 9.53 1.3982 4.1022 0.0052 -0.0062 0.0114
Si 6.8498 9.5614 4.1327 0.0163 -0.0022 -0.0066
Si 9.568 6.8307 4.0164 -0.0004 0.0072 0.0064
Si -0.0029 0.0101 5.4467 -0.0165 0.0153 0.0066
Si 2.7513 2.7391 5.4226 -0.0062 -0.0013 0.0036
Si 0.0001 5.472 5.4317 -0.0063 0.0009 0.0067
Si 2.7236 8.1594 5.4602 0.0036 -0.0097 0.0153
Si 5.4371 0.019 5.4404 -0.018 -0.008 0.0101
Si 8.1514 2.7255 5.4667 0.0019 -0.0108 -0.0016
Si 5.4408 5.4456 5.4504 0.0084 0.01 0.0055
Si 8.2262 8.1774 5.4342 -0.0004 -0.0083 0.0057
Si 1.3741 1.3746 6.7806 0.0062 -0.0051 -0.0049
Si 4.0856 4.0807 6.818 0.0062 -0.0086 -0.0084
Si 1.3567 6.803 6.8242 -0.0072 -0.0044 -0.0053
Si 4.0862 9.5327 6.799 0.0056 0.0189 0.0053
Si 6.7971 1.3561 6.8293 0.0073 0.0076 -0.0024
Si 9.5226 4.1006 6.7909 -0.0067 0.0057 -0.0036
Si 6.8236 6.8164 6.7736 0.0008 0.0073 -0.0097
Si 9.547 9.5333 6.8273 0.0049 -0.0041 -0.0085
Si -0.0056 2.7247 8.1375 -0.0059 0.006 -0.0037
Si 2.7168 -0.0012 8.1487 0.0052 0.0035 0.0032
Si 0.0044 8.1679 8.192 0.0008 0.0059 0.0031
Si 2.7115 5.4288 8.1813 -0.0066 0.0059 -0.0028
Si 5.4216 2.7085 8.1856 -0.0072 -0.009 0.0003
Si 8.1625 -0.0151 8.1869 -0.0051 -0.0077 -0.0016
Si 5.4578 8.1607 8.1438 0.0095 -0.021 -0.0034
Si 8.1521 5.4456 8.1519 0.0012 0.0014 -0.0035
Si 1.3367 4.0573 9.5308 0.0062 0.0151 -0.0011
Si 4.0565 1.3315 9.5435 0.0068 0.0073 -0.0018
Si 1.384 9.5287 9.5328 -0.0165 -0.0223 0.0015
Si 4.0904 6.8057 9.5109 -0.0031 -0.0009 0.0038
Si 6.7809 4.0892 9.5122 -0.0134 0.0055 -0.0004
Si 9.5415 1.3617 9.5195 -0.0116 -0.0119 0.001
Si 6.7994 9.4945 9.5401 0.0039 0.0211 0.0004
Si 9.501 6.798 9.5228 0.0138 0.0109 0.0071
Si 0.0279 -0.0001 10.8873 0.0055 0.0162 0.0034
Si 2.6687 2.6741 10.9014 -0.002 -0.0256 -0.0013
Si -0.0264 5.4383 10.8706 -0.0116 -0.0013 -0.0081
Si 2.7477 8.1625 10.8926 0.0143 -0.0028 -0.0068
Si 5.4082 -0.0607 10.8928 0.0175 -0.0042 -0.0189
Si 8.1285 2.7086 10.8439 0.0032 0.0038 -0.0077
Si 5.4116 5.4314 10.8915 0.0215 -0.0056 -0.0137
Si 8.1486 8.1321 10.9202 -0.0328 0.0032 -0.0032
Si 1.3562 1.3162 12.3385 0.0232 -0.0002 -0.0013
Si 4.0298 4.0462 12.2161 -0.0017 0.0072 -0.0118
Si 1.3702 6.7885 12.2047 -0.0054 0.0207 -0.0032
Si 4.0762 9.4923 12.3331 -0.0059 0.0057 0.0109
Si 6.7808 1.3137 12.1869 -0.0201 -0.0169 -0.0376
Si 9.4569 4.0883 12.1928 -0.0068 -0.0122 0.0025
Si 6.7386 6.7909 12.2891 0.0026 0.0092 -0.0048
Si 9.5689 9.5051 12.2115 0.0069 -0.0231 -0.0008
Si -0.1256 2.7105 13.5472 0.0334 -0.0012 0.0053
Si 2.7488 -0.0494 13.7596 -0.0447 0.0366 0.002
Si 0.0844 8.1814 13.5796 -0.0008 -0.0076 0.0127
Si 2.6583 5.3901 13.5831 -0.0079 -0.0251 0.0369
Si 5.3726 2.636 13.5197 0.0062 -0.003 0.0049
Si 8.1688 -0.0393 13.5172 -0.0158 0.0212 0.0256
Si 5.3938 8.1079 13.7422 0.0314 -0.0228 -0.012
Si 8.1052 5.4121 13.5991 -0.0039 0.0135 -0.0046
Si 1.1298 4.1207 14.8888 -0.0183 -0.0083 -0.0173
Si 4.2122 1.2667 15.081 0.0709 -0.0266 0.0101
Si 1.3965 9.4803 15.1382 0.0009 -0.0177 -0.0323
Si 3.9741 6.6837 15.051 0.0131 0.0169 -0.0019
Si 6.7327 3.9557 14.8545 0.0415 0.0099 0.0384
Si 9.4395 1.3547 14.9304 -0.0441 0.0136 0.0164
Si 6.8724 9.5107 14.9613 -0.0369 0.0256 0.0789
Si 9.5121 6.8415 14.8196 0.0301 -0.0134 0.0206
Si -0.2213 -0.1106 16.2722 -0.016 -0.0649 -0.1109
Si 3.1833 2.6284 16.6811 0.0656 0.0033 -0.1392
Si 0.011 5.6539 16.2352 -0.0203 0.0047 -0.113
Si 2.3826 7.7322 16.4778 -0.0264 0.0141 -0.1215
Si 6.0738 0.4015 16.2221 0.0358 0.0594 -0.1528
Si 7.624 2.2326 16.162 -0.0738 -0.0515 -0.1121
Si 5.1695 5.0213 16.208 -0.0002 -0.0182 -0.1459
Si 8.5684 8.4538 16.1695 0.0417 0.0603 -0.1473
Si -10.1568 5.9631 34.3696 0.004 -0.0089 0.1956
Si -10.7672 11.6147 23.9896 0.0217 -0.0262 -0.1822
Si -2.2206 7.3526 23.3239 0.0584 -0.0004 -0.2352
Si -4.4345 -15.5973 24.9295 0.0177 -0.0002 -0.068
Si 27.899 29.0255 30.35 -0.0288 -0.0103 0.1714
Si 8.072 18.7026 19.0383 -0.0114 -0.0123 -0.1735
Si 10.403 4.3692 19.0778 -0.0301 -0.0116 -0.1792
Si 3.2664 2.3954 29.3009 0.0124 0.0406 0.139
Si 32.2809 -3.6521 25.755 -0.0062 0.0201 -0.0634
Si 4.0503 4.2048 24.3588 -0.0107 -0.0293 -0.1417
Si -4.7835 9.9657 19.085 0.0051 0.0573 -0.1987
Si 3.8947 7.7365 19.2525 -0.0082 0.0029 -0.2226
Si 5.6816 31.1381 28.103 0.026 -0.0163 0.1135
Si 7.5852 46.7695 19.2349 0.0139 0.0057 -0.1741
Si 4.8225 0.2009 34.3898 -0.0275 -0.0033 0.2321
Si 30.352 26.969 26.9904 -0.0146 0.0073 0.0961
Si 28.4955 11.8519 21.2473 -0.0155 -0.0056 -0.2582
Si 26.4028 26.4947 30.7037 0.0116 0.0267 0.1834
Si 11.3383 33.9711 28.4622 -0.0269 -0.009 0.1004
Si 9.5399 13.1962 26.2197 0.0279 -0.0295 -0.025
Si -19.8897 8.7802 30.4475 -0.0032 -0.0637 0.1728
Si 22.2942 -26.5581 31.4705 0.0166 -0.0412 0.1753
Si -6.5726 29.9911 25.6915 -0.016 0.0116 -0.0432
Si 15.2029 -11.0621 30.357 0.0515 -0.001 0.1802
Si 4.3615 1.9505 26.5171 -0.0299 0.0065 -0.0044
Si 25.9059 34.5115 22.5699 0.0647 -0.0406 -0.2239
Si 7.0607 11.2529 26.0737 0.0095 -0.043 -0.0642
Si -3.2905 29.277 34.4716 0.0056 -0.0142 0.1768
Si 13.8671 10.9202 24.9208 -0.0227 0.028 -0.1359
Si 4.9402 -2.7063 33.1784 -0.0529 0.0036 0.2047
Si 1.7199 11.5164 21.4578 -0.0115 -0.0093 -0.2478
Si 10.23 21.0777 30.2054 -0.0651 -0.0275 0.1851
Si 18.1238 14.4155 31.868 -0.0007 -0.0346 0.209
Si 19.6507 9.6644 32.7835 0.0105 -0.0267 0.1986
Si -8.5516 -2.4724 34.4437 0.0406 -0.0239 0.1526
Si 24.0892 12.8794 34.3366 0.0189 0.0185 0.156
Si -0.4888 6.843 20.8169 -0.0134 -0.0187 -0.2526
Si 22.317 9.2478 27.9396 -0.0099 -0.0357 0.076
Si -4.9311 16.5949 18.9864 0.0009 -0.0127 -0.1525
Si -8.7914 19.2662 21.7393 0.0226 0.0096 -0.274
Si 8.2696 21.1671 23.3676 -0.0178 0.0408 -0.22
Si 22.2561 -0.2417 34.2951 0.0239 0.0232 0.1812
Si 24.3221 4.4467 32.6486 -0.0471 -0.0284 0.1961
Si 12.0381 23.4113 18.6254 0.0244 0.013 -0.2288
Si 18.0947 4.5556 34.8961 -0.0056 -0.0278 0.2501
Si 8.688 27.2704 30.1525 0.0239 -0.0029 0.1787
Si 2.2408 28.4026 24.4117 0.0084 0.0545 -0.1485
Si -4.338 0.7305 32.3477 0.0305 0.0408 0.1642
O -14.8036 4.0221 -3.7322 -0.0063 -0.0322 -0.195
O 11.7602 1.3075 -3.0738 0.0035 -0.0044 -0.0697
O 8.9326 4.0031 -17.4972 -0.0034 0.0031 0.0723
O 5.8479 4.8768 -1.3761 0.0426 -0.0253 -0.1313
O 14.1502 8.0897 -16.4512 -0.0539 0.0262 0.1669
O -1.313 -4.2605 -14.9281 -0.0579 0.0238 0.1684
O 5.9361 14.7122 -6.1614 -0.0395 0.0216 -0.0772
O 16.7079 12.295 -11.0596 0.0061 0.0019 0.0163
O -6.959 14.1279 -11.4784 0.0042 -0.0176 0.0428
O 6.3106 -2.5263 -7.922 -0.006 0.0429 -0.097
O 9.6004 20.4971 -20.3838 -0.0188 0.0185 0.0429
O -7.8961 19.7848 -1.2791 -0.0376 0.0117 -0.1364
O -0.3752 34.9355 -9.6325 -0.0085 0.0199 -0.0302
O 1.6322 9.6642 -3.4069 -0.0123 -0.0038 -0.0598
O 4.0819 12.3282 -0.0327 0.0089 -0.0125 -0.0253
O 30.2136 15.9348 -8.5168 -0.0084 -0.0129 -0.1196
O 3.1014 1.4789 21.3828 0.0324 0.015 0.0938
O 11.6187 7.8244 21.1259 0.0182 0.0024 0.0867
O -11.9628 27.9859 26.7764 0.0017 -0.0164 -0.0064
O 16.7238 10.7592 20.4491 0.0078 0.0367 0.1298
O 13.7782 -2.9012 18.0074 0.0272 0.0023 0.1522
O 22.2284 13.9456 18.9718 -0.0114 0.0043 0.0719
O 6.3025 15.083 19.4417 -0.0216 -0.0034 0.0655
O 15.0518 -6.9702 16.9316 -0.0185 -0.0382 0.051
O 7.4759 12.8184 31.8066 -0.0083 0.0102 -0.063
O 2.6672 12.8112 18.0647 -0.0666 -0.0301 0.1078
O 8.1549 7.5553 17.4521 -0.0179 -0.0251 0.1515
O 1.804 3.1146 16.0003 -0.0078 0.0569 0.0336
O -5.2396 18.4736 25.0225 -0.008 -0.0011 0.0146
O -4.9943 0.0643 17.8242 0.01 -0.063 0.1984
O -11.3723 1.9562 24.8764 -0.0229 0.0441 0.0663
O 45.0923 29.1235 31.1493 0.0159 0.0693 -0.0805
O 0.2821 8.4607 26.5724 0.0087 0.0001 -0.0052
O 0.8806 21.7079 27.6919 0.0181 0.0075 -0.0424
O 4.4639 6.2151 19.3648 -0.0136 0.0093 0.0739
O -22.5706 9.2435 28.8834 0.0264 0.0036 -0.0642
O -4.09 -0.7987 27.1804 -0.0004 0.0058 -0.0203
O 30.7969 9.8264 31.1935 0.0455 0.0181 -0.1242
O 10.2587 15.8826 17.5838 -0.0097 -0.0088 0.1256
O 16.926 27.5311 17.3709 0.0392 0.003 0.157
O -3.3799 17.1959 23.7139 -0.0441 -0.0238 0.0667
O 3.7752 9.522 24.9193 0.0155 -0.0335 0.0382
O 7.4523 -11.2553 33.0972 0.0007 0.0014 -0.0531
O 20.7024 10.5469 23.7716 0.0228 0.0118 0.0632
O -12.8987 25.5638 26.2268 -0.0022 -0.0027 -0.011
O -16.0965 34.3482 22.2138 -0.0711 0.0279 0.1101
O -14.1878 6.6063 30.588 0.0017 -0.0017 -0.0551
O 1.7276 2.1905 28.8832 -0.0063 -0.0087 -0.0406
O 11.2172 0.7575 17.535 0.0229 0.0596 0.1581
O 12.0368 -4.1812 16.7387 0.0104 -0.0518 0.0837
O 8.4592 29.9189 33.2539 0.0267 0.0359 -0.0838
O 29.5653 13.6044 17.7159 -0.0054 0.0324 0.16
O 14.4389 23.0201 30.407 -0.0164 0.0092 -0.0802
O 11.6072 6.4803 24.8717 -0.0291 -0.0046 0.0508
O 13.9884 7.171 25.6598 0.016 -0.0109 0.0476
O 25.7329 37.7145 32.1452 0.0472 -0.0034 -0.1026
O 8.0871 -2.1181 22.799 0.0016 -0.0162 0.0816
O 0.683 23.0305 22.5502 -0.0409 0.0042 0.1415
O 29.681 11.2442 22.1333 0.0689 -0.0611 0.1508
O 4.0274 25.1566 22.9868 -0.0039 0.0548 0.1065
O 20.8756 10.3002 33.5838 -0.0608 -0.0198 -0.1051
O 23.5223 30.3749 28.828 -0.0117 0.0045 -0.0931
O -3.61 21.4514 24.6207 -0.0328 0.0216 0.1055
O -9.7445 22.4975 19.9558 0.0237 -0.0591 0.188
O 7.8487 19.2983 35.795 -0.0219 0.0208 -0.1308
O 5.5234 18.8072 31.6988 0.0417 -0.0326 -0.1647
O 8.0216 16.8472 34.7604 0.0104 0.0413 -0.0799
O 15.202 13.2143 28.0749 0.0178 -0.0184 -0.0578
O -12.3478 -14.0027 24.6904 0.032 -0.017 0.0883
O 16.3069 5.0224 24.5371 0.0134 0.0154 0.0308
O 23.1845 -17.0338 31.5144 -0.0124 0.017 -0.0528
O 25.1162 22.5508 34.5591 -0.0157 0.0034 -0.0707
O 13.2034 -29.8219 35.7286 -0.0175 -0.0121 -0.1402
O 16.8977 7.4962 34.1729 -0.0226 0.0135 -0.0877
O 26.4298 19.3988 27.2204 -0.0066 -0.0024 -0.0187
O 20.4286 23.2134 36.6301 0.015 -0.0039 -0.0409
O 3.5224 36.5338 29.902 -0.0418 -0.0597 -0.0872
O 2.7733 26.9258 24.1373 0.0052 -0.0028 0.0426
O -10.5547 10.4113 35.8949 0.0309 -0.014 -0.1746
O 14.1466 22.5621 26.316 0.0163 0.0049 0.0458
O -1.3035 6.9254 36.9839 -0.0147 0.0224 -0.0382
O 9.4903 7.6159 19.7367 0.0564 -0.0222 0.1072
O 13.5757 24.663 33.0474 0.025 0.0523 -0.1089
O 3.705 33.5573 23.781 -0.0185 -0.0341 0.1168
O 10.3828 0.8478 29.7159 0.0173 0.0315 -0.0731
O 21.6737 6.1949 32.9902 -0.005 0.0063 -0.1407
O 16.0012 -2.1616 18.9341 -0.0115 -0.011 0.0454
O -14.374 12.8419 20.1901 -0.0298 -0.069 0.121
O -3.8445 17.6038 19.6326 0.0031 0.0136 0.061
O 8.5039 4.2424 31.1712 0.0333 0.043 -0.0878
O -5.2125 10.8869 31.2095 -0.0816 -0.0279 -0.1062
O 2.3963 7.617 23.1331 0.0123 -0.0758 0.1634
O -8.8985 9.9807 21.911 -0.0061 0.0176 0.079
O 0.0642 16.3524 20.1491 0.0179 0.0505 0.0944
O 18.1154 5.8178 26.3198 0.0025 -0.0037 0.0131
O 12.9729 5.1713 34.0103 0.0159 -0.0242 -0.112
O 7.5963 42.0143 19.2087 -0.0038 0.0137 0.066
O 16.4686 -0.1365 35.7765 -0.0182 -0.0094 -0.161
O 16.4908 -9.5654 33.5202 0.0361 0.0049 -0.1057
O 8.005 3.4168 35.7372 -0.0453 0.0694 -0.1518
O -0.6881 16.9409 30.3953 -0.0413 0 -0.081
O 12.2642 10.8516 24.6987 0.0034 -0.0134 0.068
O -2.4878 1.183 26.4273 0.0097 0.0248 0.0213
O 15.955 16.9648 29.9378 0.0046 0.0118 -0.055
O -6.0891 -0.4072 28.8428 0.0123 -0.0044 -0.09
O 25.1057 20.3565 30.7954 -0.002 0.0179 -0.0594
O 0.7455 9.8241 30.9374 -0.0004 0.0164 -0.0745
O 14.3107 -3.2139 33.4846 0.039 0.0029 -0.0614
O 10.9109 -5.6856 35.6085 0.0228 0.0098 -0.1454
O 15.6831 -1.1386 33.5113 0.0097 -0.0143 -0.1286
O 4.2028 6.783 36.6823 0.0019 0.012 -0.0443
O 1.1603 7.4143 34.9103 -0.0096 -0.0101 -0.0723

Results
free energy: -69899.488 eV
free energy less fixed offsets of O -463.61, Si -117.95 eV per atom: -46.768 eV
pressure: 0.39 GPa
stress xx, yy, zz, yz, xz, xy (GPa, positive in tension): -0.82, -0.3, -0.06, -0.52, -0.39, 0.25
